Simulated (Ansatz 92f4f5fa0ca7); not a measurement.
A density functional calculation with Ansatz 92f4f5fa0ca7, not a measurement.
Periodic cell of 215 atoms, Si131O82P2, from a study of silicon, its oxide and their interface. The atomic structure is a simulated model.
Doubt: the cutoff is far below the 930 eV that the study's wrapper takes by default for these files, so forces and energies are approximate.
This geometry differs little from another in the collection (a relaxation step or a small displacement).

Settings
functional: PBE
potential files: Ansatz PAW
basis: plane waves
wave-function cutoff: 580 eV
density cutoff ratio: 5
exchange-correlation grid ratio: 1
k mesh: 1 x 1 x 1, Gamma-centred
self-consistency stop: 5e-08 eV per atom in the density residual
occupations: fixed
spin: none
net charge: 0

Cell vectors (angstrom)
a	10.938	0	0
b	0	10.938	0
c	0	0	31.5432

Atoms and the computed forces on them: element, x, y, z (angstrom), force x, y, z (eV/angstrom)
Si	10.433	0.5748	24.3206	0.0086	-0.0033	-0.0018
Si	6.0405	10.5014	24.1244	0.0013	0.0063	-0.008
Si	2.1304	3.2455	24.0626	0.0031	-0.0079	-0.0025
Si	8.7012	2.2619	24.2796	-0.0072	-0.0025	-0.0071
Si	0.5004	5.0527	24.1427	-0.0005	0.0037	-0.0053
Si	5.051	5.8877	24.1637	0.0079	-0.002	-0.0026
Si	3.3963	7.6491	24.1318	-0.0015	-0.0037	-0.0094
Si	7.8287	8.8264	23.9723	0.0017	-0.0067	0.0001
Si	1.3415	1.4782	25.4405	0.0013	-0.0056	-0.0113
Si	6.9151	1.3048	25.4695	-0.0063	0.0058	-0.0096
Si	4.0261	4.1015	25.31	-0.0028	0.0028	-0.0089
Si	9.665	4.0979	25.3997	-0.0006	0.0044	-0.0074
Si	1.4958	6.8166	25.3434	-0.0044	0.0047	-0.0026
Si	6.8927	6.9435	25.2219	-0.0031	-0.0012	-0.0062
Si	4.2269	9.5312	25.3196	-0.0031	0.0008	0.0004
Si	9.5269	9.6407	25.4187	0.0005	-0.0023	-0.013
Si	2.7808	0.0011	26.6328	-0.0052	0.0031	-0.0017
Si	8.2179	-0.0197	26.9149	-0.0017	-0.0044	0.0444
Si	0.0136	2.773	26.8944	0.0006	-0.0023	0.0417
Si	5.4516	2.7346	26.6535	0.0001	0.0018	-0.0022
Si	2.7565	5.4456	26.8144	0.0078	0.0017	0.0281
Si	8.2252	5.5214	26.617	-0.0063	0.003	0.0003
Si	0.0416	8.2084	26.6383	-0.0013	0.0014	-0.0031
Si	5.5461	8.198	26.7719	0.002	-0.0029	0.0217
Si	4.1179	1.3597	28.0646	0.0017	-0.0037	-0.0032
Si	9.5849	1.3782	28.2154	-0.0024	0.0047	-0.0332
Si	1.3885	4.1287	28.2129	-0.0091	0.0014	-0.0226
Si	6.8409	4.1298	28.0199	0.0015	0.0033	-0.0058
Si	4.1468	6.831	28.1288	-0.0032	0	-0.0307
Si	9.6007	6.8447	28.0461	0.0036	-0.004	-0.0066
Si	1.3987	9.5782	28.0413	0.0033	-0.0013	-0.0063
Si	6.8389	9.5455	28.2109	0.0092	0.0124	-0.0278
Si	0.0342	-0.0234	29.4915	-0.0024	0.0074	0.0058
Si	5.456	0.0085	29.4976	0.0023	-0.002	0.0082
Si	2.7598	2.7113	29.495	-0.0029	0.0033	0.0035
Si	8.1768	2.7671	29.4832	0.0058	-0.0053	0.0082
Si	-0.0153	5.4936	29.5	0.005	-0.0016	0.007
Si	5.494	5.4534	29.4792	-0.0035	0.0038	0.005
Si	2.7441	8.2041	29.4643	0.0012	-0.0014	0.0083
Si	8.239	8.1714	29.4964	-0.0062	0.0046	0.0029
Si	1.3673	1.3673	30.8594	0.1255	-0.113	0.0894
Si	6.8362	1.3673	30.8594	-0.1361	0.1216	-0.0914
Si	4.1018	4.1018	30.8594	0.186	-0.0529	-0.0052
Si	9.5708	4.1018	30.8594	-0.1413	0.1322	-0.0674
Si	1.3673	6.8362	30.8594	0.0003	0.1892	-0.121
Si	6.8362	6.8362	30.8594	0.1167	-0.1798	0.036
Si	4.1018	9.5708	30.8594	-0.1302	0.0514	-0.0744
Si	9.5708	9.5708	30.8594	0.1706	-0.0949	0.0357
Si	2.7345	0	0.6835	0.0409	-0.2099	0.116
Si	8.2035	0	0.6835	-0.1708	0.087	-0.0295
Si	0	2.7345	0.6835	-0.1918	0.1198	0.0087
Si	5.469	2.7345	0.6835	0.1623	-0.0909	0.109
Si	2.7345	5.469	0.6835	-0.1547	0.1216	0.0081
Si	8.2035	5.469	0.6835	0.0939	-0.1904	0.1559
Si	0	8.2035	0.6835	0.2111	-0.1004	0.0961
Si	5.469	8.2035	0.6835	-0.0612	0.1515	-0.0203
Si	4.1145	1.3495	2.0456	-0.0019	-0.0013	-0.0046
Si	9.5418	1.3783	2.0481	0.0089	-0.0128	-0.0064
Si	1.3377	4.1254	2.0528	0.0086	-0.0093	0.0047
Si	6.8635	4.0689	2.0654	-0.0063	0.0018	-0.0094
Si	4.0871	6.8579	2.0465	0.0038	-0.0136	-0.0081
Si	9.597	6.8103	2.0515	-0.0087	0.0075	-0.0046
Si	1.3799	9.5491	2.0649	-0.0029	0.0035	-0.006
Si	6.8337	9.5691	2.0625	0.0004	0.0012	-0.0062
Si	-0.0558	-0.0336	3.3477	-0.0344	0.0014	0.001
Si	5.4608	-0.008	3.4662	-0.0022	0.0049	0.0004
Si	2.6973	2.7115	3.344	0.0196	0.0322	-0.0077
Si	8.1923	2.6906	3.5223	0.0056	0.0009	0.0055
Si	-0.0139	5.4618	3.5048	-0.0035	0.0032	0.0071
Si	5.48	5.4833	3.333	0.0289	0.0572	0.0199
Si	2.7446	8.1996	3.5071	-0.0025	-0.007	0.0067
Si	8.231	8.1866	3.3744	-0.0019	-0.0106	0.033
Si	1.2994	1.3563	4.6366	-0.0252	-0.0009	0.0001
Si	6.8205	1.2989	4.909	0.0055	-0.0104	-0.0055
Si	4.0692	4.1085	4.6043	-0.0256	-0.0128	-0.0347
Si	9.5649	4.0764	4.9135	-0.0025	0.0049	-0.0127
Si	1.3444	6.845	4.9097	-0.0035	0.0003	-0.0149
Si	6.8524	6.8176	4.6701	-0.0194	-0.0116	-0.0779
Si	4.1079	9.5862	4.8834	0.0046	-0.0047	-0.0001
Si	9.5568	9.5652	4.7345	0.0017	0.0027	-0.0504
Si	2.5492	0.0173	6.0902	0.0149	0.0137	0.0118
Si	8.2038	-0.1426	6.2485	-0.0044	0.0213	0.0031
Si	0.0309	2.6157	6.1843	-0.0085	-0.0313	-0.0038
Si	5.3999	2.8357	6.0471	-0.0078	-0.0073	0.0175
Si	2.7942	5.3897	6.1178	0.0118	0.0081	0.01
Si	8.1045	5.4579	6.1548	0.0109	-0.0145	0.014
Si	-0.0194	8.3023	6.2023	0.0113	-0.002	0.014
Si	5.5861	8.181	6.1177	-0.0177	0.004	0.007
P	3.4422	1.9814	6.9404	-0.0132	-0.0388	0.0095
Si	9.9902	0.8224	7.4402	-0.0095	-0.0026	-0.0031
P	1.8302	3.614	7.2162	0.006	0.0299	0.0301
Si	6.2385	4.5868	7.327	0.0114	-0.0006	0.0223
Si	4.6674	6.3429	7.2036	-0.002	0.0211	0.0074
Si	9.1529	7.2112	7.2695	0.0068	-0.0203	0.025
Si	0.8241	10.1405	7.4736	-0.004	-0.0111	0.012
Si	7.4128	8.8854	7.4427	-0.0089	0.0088	0.0273
O	4.5797	6.6453	8.8311	0.0158	-0.0105	-0.0231
O	1.3577	3.9597	8.7674	0.016	-0.0028	-0.0227
O	9.7619	6.5652	8.6833	-0.0057	0.0112	-0.0151
O	1.2104	10.0734	9.1048	-0.0067	0.0011	-0.0015
O	6.1088	4.3055	8.9675	0.0025	0.0088	-0.004
O	3.6674	1.6851	8.5227	0.0146	-0.0084	0.0211
O	7.1095	8.9798	9.0931	0.0095	-0.0115	-0.0171
O	9.6196	1.0979	9.0392	0.0071	0.004	-0.0045
O	8.2472	2.5547	22.7177	0.0027	0.0009	0.006
O	11.0004	5.5476	22.619	0.0006	-0.0025	0.0068
O	5.6265	0.0824	22.6093	0.0003	-0.0041	0.0081
O	5.2868	5.3832	22.5979	-0.0046	0.0021	0.0043
O	2.1581	2.8077	22.4531	-0.0013	0.0039	0.0048
O	3.3336	7.8613	22.4785	0.0011	0.0007	0.0074
O	8.3776	8.742	22.3899	-0.0031	0.0017	0.0035
O	-0.1579	11.2321	22.735	-0.0016	0.0026	0.0026
Si	2.1343	2.9353	12.7817	-0.0027	-0.0056	-0.0077
Si	8.6397	1.3317	10.3143	-0.0054	0.007	0.0158
Si	1.0497	4.4846	15.2423	0.0009	-0.001	-0.0094
Si	7.5095	5.5936	12.1308	-0.0065	0.0039	-0.0027
Si	2.4166	8.1862	21.1787	-0.0021	0.0012	-0.0024
Si	5.3691	7.8288	12.3858	-0.0001	-0.0026	-0.0036
Si	9.2564	0.4539	15.4625	-0.0009	-0.0007	-0.0088
Si	2.9098	-0.0328	16.6146	0.0005	0.0019	-0.0079
Si	10.4378	1.1353	12.5458	0.0053	0.0026	-0.0054
Si	7.7682	2.8315	21.2017	0.0001	0.0015	-0.0037
Si	9.1257	8.791	14.4187	-0.0035	0.0004	-0.0059
Si	1.4729	4.7412	10.2385	0.0122	-0.0103	-0.016
Si	4.4784	9.4897	19.0967	-0.0013	0.0025	-0.0031
Si	11.0771	6.1001	21.0905	0.0003	-0.0001	-0.003
Si	6.6086	10.4516	14.7893	-0.0016	0.001	-0.0075
Si	5.3912	0.7298	21.1441	-0.0013	0.0014	-0.0031
Si	2.299	9.8292	10.297	0.0072	0.0115	0.0124
Si	0.4301	10.6384	21.3626	-0.0006	-0.0001	0.0017
Si	5.8433	5.2562	21.0857	-0.0029	0.002	-0.0033
Si	3.6166	7.0936	10.0326	-0.0108	0.0055	0.0109
Si	9.0236	5.6887	14.7843	0.0005	-0.0009	-0.0064
Si	3.6446	4.0891	19.0377	-0.0002	0.0021	-0.0029
Si	10.0335	3.6706	19.286	-0.0001	-0.0011	-0.0046
Si	4.2447	8.6727	15.3051	0.0011	0.0028	-0.01
Si	0.4451	1.9286	17.1047	-0.0011	0.0006	-0.0074
Si	6.7889	7.5347	19.2189	-0.0012	0.0001	-0.0007
Si	5.2581	3.6227	16.689	-0.0011	0.0012	-0.0051
Si	7.7793	5.0099	17.4924	-0.0021	-0.0006	-0.0054
Si	6.5938	9.9653	10.2792	-0.0133	0.0124	0.0108
Si	4.3348	1.1028	9.8946	-0.0161	0.0242	-0.0153
Si	-0.0366	9.087	11.8689	0.0005	0.0067	-0.007
Si	9.1	8.6322	20.9167	-0.0001	0.0021	-0.0006
Si	4.5377	1.6682	14.5165	-0.0033	-0.0004	-0.0148
Si	2.4501	2.0898	21.0185	-0.0007	0.0013	0.0001
Si	6.3025	3.3882	10.2905	-0.0216	-0.0166	0.011
Si	3.4211	5.9083	16.6605	-0.006	-0.0024	-0.0096
Si	9.8859	6.5065	10.2901	0.0025	0.0004	0.0157
O	0.1277	2.6502	18.5313	-0.0038	0.0038	-0.0001
O	2.9173	9.6407	15.5377	-0.0008	-0.0004	0.0026
O	10.8638	4.8098	20.1146	0.0004	0.0026	-0.0024
O	7.5558	2.4495	9.8871	0.0017	0.0027	-0.003
O	10.9279	5.285	10.6895	-0.0012	0.003	-0.0087
O	6.5816	6.7966	12.7385	0.0033	-0.0039	-0.007
O	10.3578	8.0003	10.7852	0.0005	-0.0016	-0.0017
O	7.6654	9.4674	13.9386	-0.0001	0.0019	-0.0012
O	8.4232	6.1626	10.9108	-0.0021	-0.0027	-0.0007
O	5.3502	10.4903	20.0332	-0.0001	0.003	-0.001
O	2.1492	3.6775	11.2988	-0.0047	0.0083	-0.005
O	7.9775	8.541	19.7277	0.0007	0	-0.0035
O	6.2054	6.7391	20.5242	-0.0012	-0.0023	-0.0027
O	5.4875	2.7243	15.3447	0.0016	0.0037	0.0023
O	1.3053	0.9332	20.6769	-0.0003	-0.0001	-0.0016
O	5.9452	9.1206	11.5324	0.002	0.0019	-0.0097
O	4.6393	5.0022	16.07	-0.0063	0.0034	0.0031
O	6.6016	3.8855	17.5802	0.0015	0.0016	-0.0047
O	10.4454	10.6456	11.7462	0.0018	-0.0041	-0.0004
O	5.5697	0.4999	13.935	0.0004	0.0008	0.0014
O	8.0308	5.0948	15.9006	0.0014	0.0008	-0.0016
O	9.7077	9.8117	15.563	-0.0008	0.0012	-0.0004
O	-0.405	5.1577	15.029	-0.0016	0.0004	-0.0024
O	1.5731	6.838	20.7745	-0.0009	0.0003	-0.003
O	1.4984	0.6515	17.1329	-0.0012	0.0016	-0.0039
O	6.6055	1.7614	20.7809	-0.0004	0.0014	-0.0003
O	1.0037	1.746	12.7275	-0.004	0.0019	-0.0006
O	3.2015	5.4854	18.2503	0.0019	-0.0024	-0.0013
O	9.4873	2.01	11.5497	-0.0032	-0.0056	-0.0061
O	0.9886	3.0953	16.0976	-0.0013	-0.0003	-0.0004
O	8.5142	5.1491	13.335	0.0003	0.0028	0.0036
O	10.3031	8.5992	13.2985	-0.0021	0.0008	-0.0023
O	1.447	9.4034	21.6526	-0.0008	0.0017	-0.0057
O	10.0756	9.9385	20.5899	-0.0012	-0.0008	-0.0029
O	3.1255	0.282	10.6613	-0.0061	-0.0132	0.0001
O	5.0016	2.4121	10.6336	0.0235	0.0117	0.0042
O	1.6938	4.1213	13.7966	-0.0048	0.0015	0.0073
O	7.8308	10.913	10.7894	-0.0043	-0.0037	-0.0076
O	9.1284	4.4787	18.2047	0.001	-0.0011	0
O	5.6312	9.4949	15.7118	-0.0024	-0.0001	-0.0014
O	5.4863	0.0083	9.574	0.0205	-0.0199	0.0002
O	3.5771	2.2951	13.3155	-0.0037	0.0025	0.0028
O	1.9931	5.616	15.932	0.0063	-0.0011	-0.0009
O	9.7291	1.0349	14.006	0.0008	-0.0016	-0.0012
O	4.3317	6.9669	11.4772	-0.0006	0.0009	-0.0009
O	4.7426	4.5189	20.1519	0.0022	0.0019	-0.0015
O	9.9396	1.3406	16.618	0.002	0.0025	0.0011
O	6.6027	4.3351	11.5951	0.0002	-0.0018	-0.0125
O	5.5799	8.408	18.5441	0.0003	0.0007	-0.0028
O	9.0806	2.7388	20.2343	-0.0052	0.0015	-0.0018
O	3.5903	1.1389	15.7246	-0.0031	-0.0018	0.0032
O	4.2119	3.0829	17.8508	-0.0022	0.0011	0.0003
O	9.919	7.2212	20.8707	0.0004	0.0005	-0.0037
O	3.291	8.6656	9.7437	-0.0003	0.0001	-0.005
O	3.9127	7.4244	16.3096	-0.0025	-0.0026	0.0003
O	7.6197	0.4909	15.6439	0	0.0019	-0.0003
O	8.9021	7.3011	14.9849	-0.0018	-0.0014	-0.0006
O	3.9373	1.4472	21.1216	0.0019	0.0005	-0.0023
O	1.59	9.2141	11.6544	-0.0091	-0.0009	-0.0066
O	2.3289	6.1074	10.0498	-0.0158	-0.0195	0.006
O	7.3288	6.4507	18.1179	-0.0009	0.0037	-0.0028
O	7.2043	4.3582	21.0738	-0.0011	-0.0058	-0.004
O	4.5276	8.2546	13.7351	-0.003	0.0015	0.002
O	3.3274	8.6694	19.9214	-0.0012	-0.0015	-0.0003
O	2.4959	3.2381	19.8376	-0.0011	-0.0008	-0.0029
O	3.7396	10.3704	17.926	0.001	-0.0018	0.0011

Results
free energy: -131423.573 eV
free energy less fixed offsets of O -568.88, P -755.39, Si -635.61 eV per atom: 0.277 eV

The program warned: the cutoff lies below the one the program advises for these potential files; the exchange-correlation potential is rough where the density is thin.
